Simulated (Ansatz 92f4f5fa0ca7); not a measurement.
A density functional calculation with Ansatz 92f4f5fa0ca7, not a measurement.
Periodic cell of 229 atoms, Si134O93H2, from a study of silicon, its oxide and their interface. The atomic structure is a simulated model.
Doubt: the cutoff is far below the 930 eV that the study's wrapper takes by default for these files, so forces and energies are approximate.
This geometry differs little from another in the collection (a relaxation step or a small displacement).

Settings
functional: PBE
potential files: Ansatz PAW
basis: plane waves
wave-function cutoff: 580 eV
density cutoff ratio: 5
exchange-correlation grid ratio: 1
k mesh: 1 x 1 x 1, Gamma-centred
self-consistency stop: 5e-08 eV per atom in the density residual
occupations: fixed
spin: none
net charge: 0

Cell vectors (angstrom)
a	10.938	0	0
b	0	10.938	0
c	0	0	32.282

Atoms and the computed forces on them: element, x, y, z (angstrom), force x, y, z (eV/angstrom)
Si	0.3179	-0.5157	24.9823	0.0668	-0.0678	-0.126
Si	5.7691	-0.1167	25.0282	0.1888	-0.2664	-0.1743
Si	2.7673	2.5113	24.6951	0.0615	-0.0231	-0.1264
Si	8.0283	2.843	24.627	-0.105	0.0505	-0.1244
Si	-0.0926	5.7129	24.6317	-0.0078	0.0422	-0.1527
Si	5.6876	4.9841	24.7354	0.0502	-0.1302	-0.1593
Si	2.7565	8.4327	24.7985	-0.0255	0.0917	-0.1184
Si	7.9854	8.4558	24.9827	-0.1452	0.2175	-0.1099
Si	1.2789	1.3545	26.1037	-0.0105	-0.0084	-0.0071
Si	6.9908	1.4227	26.2201	0.0715	0.1016	0.0304
Si	4.1617	3.8711	26.1036	-0.025	-0.0137	0.0116
Si	9.5397	4.1801	25.9651	-0.0021	0.0294	0.0121
Si	1.5547	6.737	26.0091	0.0237	0.0053	0.031
Si	6.7864	6.7066	26.0292	-0.0393	0.0191	0.0347
Si	4.098	9.6745	26.2284	0.0139	0.0106	0.0177
Si	9.6842	9.3692	26.3296	-0.0113	-0.0059	0.0325
Si	2.6897	0.0697	27.5314	-0.022	-0.0045	-0.0247
Si	8.3054	-0.0431	27.5397	-0.0337	-0.0843	-0.0512
Si	-0.0593	2.7815	27.4341	-0.0096	-0.0001	-0.0117
Si	5.5294	2.6701	27.556	0.0247	-0.021	0.0059
Si	2.8281	5.3622	27.4475	0.0054	0.0017	0.0053
Si	8.1917	5.4576	27.4622	-0.0044	-0.024	-0.0196
Si	0.1554	8.0146	27.5447	0.0104	-0.0157	0.0269
Si	5.4639	8.1613	27.4704	0.0302	0.0732	-0.0651
Si	4.1018	1.3673	28.8638	0.0389	-0.0966	0.4618
Si	9.5708	1.3673	28.8638	0.2163	0.3516	0.1565
Si	1.3673	4.1018	28.8638	-0.0429	-0.0835	-0.4299
Si	6.8362	4.1018	28.8638	0.1044	0.1324	0.168
Si	4.1018	6.8362	28.8638	0.0387	-0.2892	-0.1739
Si	9.5708	6.8362	28.8638	0.1189	-0.5738	0.0967
Si	1.3673	9.5708	28.8638	0.0969	-0.152	0.1128
Si	6.8362	9.5708	28.8638	0.0421	-0.2302	-0.2183
Si	0	0	30.231	-0.0152	0.0362	-0.0186
Si	5.469	0	30.231	-0.1301	-0.0429	0.0055
Si	2.7345	2.7345	30.231	0.0262	0.0015	-0.0028
Si	8.2035	2.7345	30.231	-0.0255	0.0078	0.0183
Si	0	5.469	30.231	-0.1858	-0.0245	0.0328
Si	5.469	5.469	30.231	0.013	0.0443	0.003
Si	2.7345	8.2035	30.231	-0.0107	0.0766	-0.0006
Si	8.2035	8.2035	30.231	-0.0005	0.1191	-0.0438
Si	1.3673	1.3673	31.5983	0.0657	-0.0777	-0.0129
Si	6.8362	1.3673	31.5983	0.0575	0.0269	-0.0424
Si	4.1018	4.1018	31.5983	0.0083	0.0388	-0.0084
Si	9.5708	4.1018	31.5983	0.0893	-0.0706	-0.0091
Si	1.3673	6.8362	31.5983	-0.0305	-0.0037	-0.0454
Si	6.8362	6.8362	31.5983	0.0133	-0.0644	-0.0183
Si	4.1018	9.5708	31.5983	0.089	-0.0871	-0.0073
Si	9.5708	9.5708	31.5983	-0.0109	0.0065	-0.008
Si	2.7345	0	0.6835	-0.0162	0.0292	0.0245
Si	8.2035	0	0.6835	-0.0934	0.038	0.0172
Si	0	2.7345	0.6835	-0.0973	0.0346	0.022
Si	5.469	2.7345	0.6835	-0.0348	-0.0398	0.0043
Si	2.7345	5.469	0.6835	-0.0241	0.063	0.0075
Si	8.2035	5.469	0.6835	0.0005	0.0222	0.0135
Si	0	8.2035	0.6835	0.0121	0.0099	0.007
Si	5.469	8.2035	0.6835	-0.0147	0.0807	0.0351
Si	4.1018	1.3673	2.0507	0.0587	0.0375	-0.0058
Si	9.5708	1.3673	2.0507	0.067	-0.0671	0.0262
Si	1.3673	4.1018	2.0507	0.0379	-0.029	0.0188
Si	6.8362	4.1018	2.0507	0.0213	0.0144	-0.0074
Si	4.1018	6.8362	2.0507	0.0152	-0.1396	0.0026
Si	9.5708	6.8362	2.0507	0.0346	0.04	0.0015
Si	1.3673	9.5708	2.0507	-0.0361	-0.0399	0.0008
Si	6.8362	9.5708	2.0507	0.114	-0.0429	0.0026
Si	0	0	3.418	-0.0535	0.0095	-0.0791
Si	5.469	0	3.418	-0.2028	0.1511	0.2093
Si	2.7345	2.7345	3.418	0.0679	-0.0214	-0.0803
Si	8.2035	2.7345	3.418	-0.2019	0.0376	0.1205
Si	0	5.469	3.418	0.0646	0.1915	-0.0085
Si	5.469	5.469	3.418	-0.311	-0.0936	-0.3238
Si	2.7345	8.2035	3.418	-0.1795	0.1582	0.2679
Si	8.2035	8.2035	3.418	0.092	0.4259	-0.4655
Si	1.3719	1.3644	4.7739	-0.0091	-0.0071	0.0042
Si	6.7813	1.4105	4.8161	0.0041	-0.0131	0.014
Si	4.0764	4.1211	4.7908	0.0191	0.0045	0.0254
Si	9.551	4.1384	4.7637	0.0123	-0.0028	0.0092
Si	1.3297	6.8717	4.8218	0.0132	-0.0077	0.0171
Si	6.7669	6.9202	4.6816	-0.0207	0.0175	0.0123
Si	4.0367	9.635	4.8195	0.0081	-0.0127	0.014
Si	9.5261	9.62	4.7828	-0.0257	0.0107	0.0431
Si	2.6629	0.0228	6.282	-0.0155	0.0301	-0.0069
Si	8.1663	0.0835	6.1821	0.0317	-0.0111	0.0646
Si	0.0305	2.787	6.0841	-0.0074	-0.0294	-0.0128
Si	5.4008	2.7533	6.2305	-0.0054	0.0139	0.0187
Si	2.7334	5.5202	6.176	0.0232	-0.0203	0.0081
Si	8.1295	5.5807	5.9805	-0.006	-0.0052	-0.0073
Si	-0.0762	8.2508	6.183	-0.0319	0.0055	0.0009
Si	5.4588	8.2814	6.1011	0.0419	-0.0257	-0.0036
Si	3.767	1.6594	7.619	-0.0878	0.0562	0.0622
Si	9.7979	1.2773	7.4256	0.066	-0.0569	0.0199
Si	1.5446	3.9463	7.4629	0.0528	-0.0316	0.0823
Si	6.61	4.4622	7.3244	-0.0692	0.1162	0.1109
Si	4.3858	6.6748	7.4159	0.0727	-0.0403	0.082
Si	9.1445	7.1551	7.385	-0.1016	0.0806	0.1155
Si	0.9758	9.8425	7.5722	-0.0696	0.0931	0.1378
Si	6.9741	9.4445	7.4884	0.0574	-0.0923	0.0293
O	5.4761	5.5255	7.8997	0.0177	-0.014	-0.1333
O	-0.1178	0.0898	7.9345	0.0163	-0.0299	-0.089
O	2.6399	2.8172	8.0513	0.0279	-0.0291	-0.1155
O	8.0804	8.3013	7.9601	0.0332	-0.0097	-0.145
O	1.5142	9.453	24.3016	0.0003	-0.0107	0.1656
O	6.8445	3.9259	24.1154	0.0263	0.0038	0.1749
O	6.8094	9.5704	25.103	-0.038	0.0102	0.0356
O	0.168	4.8355	23.2584	0.0207	-0.0144	0.1181
O	6.2349	10.035	8.8601	-0.0157	0.0336	-0.0233
O	0.7025	4.6917	8.6682	0.0106	-0.0126	-0.0489
O	1.3743	9.2416	9.0538	-0.0052	0.0325	-0.1259
O	7.517	4.078	8.6412	0.0028	-0.037	-0.0283
O	9.5809	6.3661	8.7468	0.0082	0.0022	-0.0459
O	4.3034	0.9672	9.0723	0.0222	-0.003	-0.0517
O	3.9162	7.4292	8.808	0.0118	-0.0133	-0.1012
O	9.3431	2.1038	8.7894	-0.0353	0.0067	-0.0144
O	5.6925	0.2839	23.4105	-0.0662	0.0532	0.1411
O	8.5609	1.9434	23.2974	0.0423	0.0199	0.0737
O	10.2685	7.0961	23.896	0.0658	-0.0861	0.0858
O	4.7196	5.4659	23.4696	0.0369	-0.0082	0.1035
O	8.256	8.5439	23.3531	0.0267	-0.044	0.0947
O	2.345	3.484	23.4032	-0.047	-0.0118	0.1049
O	3.7937	7.9388	23.5714	-0.0571	-0.0156	0.0493
O	10.1714	-0.1421	23.8015	-0.004	0.0261	-0.0162
Si	6.4527	12.2118	15.6034	-0.0148	-0.0111	-0.0378
Si	-2.6775	7.9806	14.0686	0.0004	0.004	-0.0399
Si	7.4697	4.1052	16.7384	0.0117	-0.0058	0.044
Si	-0.4233	3.7126	19.9204	-0.0562	0.0176	-0.0926
Si	14.3456	2.3665	13.2992	0.0042	0.0234	-0.0476
Si	3.1099	3.821	18.0309	0.0256	0.0114	0.0119
Si	3.6761	7.4351	14.993	0.0107	-0.0048	-0.0206
Si	4.3302	0.7973	22.6793	0.0209	-0.0282	-0.0444
Si	1.2803	6.0247	14.0142	0.0028	-0.0208	-0.0117
Si	4.368	-0.7154	20.2274	0.0403	0.0059	-0.0989
Si	4.7613	2.2234	20.115	0.0326	-0.0449	-0.0581
Si	7.9657	2.7251	9.4076	0.0359	0.0469	0.0543
Si	9.4475	3.7248	11.7299	0.0414	-0.0289	0.0688
Si	10.7704	5.6993	9.6092	0.002	-0.028	0.0285
Si	2.9074	4.5819	11.6635	0.0221	-0.0216	0.0647
Si	5.5841	8.0688	12.6918	-0.0121	-0.0142	-0.0025
Si	9.9024	1.0974	22.7983	-0.0242	0.0545	-0.024
Si	1.2756	8.4167	10.4477	0.0222	0.0038	0.0534
Si	9.9564	-1.0533	20.5457	-0.0746	-0.0719	-0.097
Si	3.4861	1.5841	16.063	-0.0021	0.051	-0.0213
Si	7.2323	6.5116	21.0669	0.0145	-0.0142	-0.1404
Si	16.4757	0.2823	12.7802	-0.0953	0.0145	0.0609
Si	0.0612	-2.0534	13.1558	-0.0027	-0.0427	0.0273
Si	9.4563	5.0641	14.5603	0.0044	-0.0387	-0.0599
Si	-9.768	2.2883	11.5262	0.0059	-0.0161	0.0367
Si	3.5145	7.3255	19.7322	0.0239	0.0727	-0.0835
Si	1.8287	9.9145	15.4329	0.0018	-0.034	-0.0311
Si	0.8634	6.0447	18.6262	0.0149	-0.0067	0.0133
Si	7.5403	3.6694	19.8347	-0.0549	-0.01	-0.0179
Si	7.9136	-1.2724	16.6249	-0.0272	-0.0344	0.0456
Si	0.8942	3.5226	22.6536	-0.0106	0.0109	-0.0469
Si	5.0541	5.9899	17.2851	-0.0351	0.0064	0.0065
Si	7.1359	9.0907	19.4656	0.0134	0.0047	-0.023
Si	3.9273	7.2335	10.4201	0.0152	-0.057	0.1029
Si	9.4187	7.679	22.6247	-0.0225	-0.0061	-0.0901
Si	4.5857	6.8517	22.6187	-0.0151	0.0276	-0.0415
Si	5.8048	0.4925	9.602	0.0109	-0.0045	0.0065
Si	10.8655	-2.0431	17.7612	-0.0201	-0.0117	0.0055
O	10.0313	0.4185	21.2956	-0.0078	0.0847	0.1071
O	4.4915	7.2454	13.5916	0.0069	0.0063	-0.0066
O	11.1392	2.1154	23.0575	-0.0352	-0.0035	0.021
O	6.9201	-1.6767	17.8601	0.0216	0.0089	-0.0387
O	3.5445	8.9701	19.5732	0.0003	-0.0153	0.0452
O	0.0958	7.2341	17.7607	-0.0148	0.0072	0.0311
O	8.1341	3.1016	10.9841	-0.0344	-0.0354	-0.0935
O	4.5167	2.1145	21.7303	-0.0072	0.0003	0.0422
O	1.9349	3.5717	10.8183	-0.0086	0.0074	-0.0142
O	13.3442	0.4677	15.6374	-0.0062	-0.0099	0.0223
O	5.9129	-1.2079	20.3107	-0.0187	0.0072	0.0493
O	1.9458	5.3236	12.7316	-0.0031	0.0087	-0.0139
O	2.7864	8.2246	11.0464	-0.0197	0.0323	-0.029
O	4.0042	3.6351	12.441	-0.0312	-0.0101	0.0003
O	16.3676	-1.3009	13.087	0.0175	0.0128	-0.0131
O	3.7289	6.7665	21.2433	0.0079	-0.0009	0.0675
O	1.8128	2.1846	13.0331	0.0133	-0.0058	-0.0234
O	-14.3097	8.7416	15.3299	-0.0026	0.0004	0.0078
O	-9.5554	0.9566	10.6194	0.0659	0.0326	-0.0617
O	3.7715	-0.4213	21.7285	0.0016	0.0305	0.0766
O	3.0894	8.9409	15.1016	-0.0068	0.0026	0.0124
O	11.7232	-0.9996	14.1725	0.007	0.0232	-0.003
O	6.433	11.9536	13.9589	0.0188	0.0079	0.0067
O	3.3555	1.1542	23.9327	-0.0205	0.0574	0.0503
O	4.0615	-9.9845	12.8372	0.0549	-0.0402	0.0045
O	6.1278	7.1221	22.1163	-0.0508	0.0427	0.0802
O	-12.4894	8.9507	13.389	0.0026	0.0099	-0.0044
O	-0.8537	4.9599	10.8823	0.0128	0.0355	-0.0684
O	7.9033	3.7384	18.2536	-0.0061	0.0181	-0.0346
O	6.3655	2.529	19.9429	0.0007	0.0021	0.0139
O	14.5995	2.6809	14.8636	0.0045	-0.0018	0.0439
O	4.363	11.687	19.4543	-0.0151	-0.0028	0.0308
O	7.1098	7.6102	12.9854	0.0073	0.0069	0.0106
O	-2.2427	6.4635	21.7988	0.0233	0.0348	0.0476
O	-2.1117	4.3892	15.8892	-0.0056	0.0049	0.0273
O	1.9858	6.8929	19.4295	-0.0152	-0.034	0.0085
O	2.4517	6.3545	15.0972	0.0076	0.0177	0.016
O	13.7453	2.3834	17.3176	-0.0007	0.0082	-0.0049
O	9.4574	-1.5839	17.0606	0.0154	0.0036	-0.0046
O	6.8071	1.6488	9.0948	-0.006	0.0078	-0.0317
O	4.6854	7.1527	16.2219	0.0148	0.0065	0.0253
O	19.8731	6.5928	14.5322	-0.0078	0.0182	0.0222
O	4.1838	4.6246	17.1249	0.0083	-0.0096	-0.014
O	-1.9288	3.4049	20.5418	0.0695	-0.0075	0.0229
O	10.5269	13.4505	11.785	0.003	0.0075	-0.0331
O	7.3049	-3.4343	19.7737	0.0003	-0.0157	0.059
O	0.3737	9.1753	11.5789	-0.0048	-0.0013	-0.0158
O	0.7669	6.8958	10.1726	-0.0213	-0.0235	-0.0296
O	4.6513	6.6355	18.7541	0.0027	-0.0175	0.0103
O	15.9166	11.8674	16.276	0.0143	-0.0073	0.0285
O	3.6682	5.6469	10.7206	-0.0055	0.0128	-0.037
O	6.567	5.4798	16.9144	-0.0141	-0.0132	0.0087
O	10.2406	-2.2902	21.5959	0.0078	-0.0124	0.065
O	1.7387	4.7378	18.0426	0.0135	-0.0292	0.0111
O	7.6051	11.2343	16.2456	0.0001	0.0165	0.0037
O	9.0187	4.243	13.2135	0.0081	0.0031	-0.0024
O	0.0141	9.5921	19.2596	0.0037	0.0094	0.022
O	3.8104	14.3459	19.4724	-0.0292	0.0082	0.0036
O	5.3175	18.6541	11.1213	0.0168	0.0236	-0.0115
O	6.8921	5.0222	20.4963	0.0151	0.0143	0.0378
O	1.1269	-1.4749	16.8278	0.0095	0.0085	0.015
O	0.1516	5.0654	14.6935	-0.007	0.0105	0.0132
O	0.5925	-3.5418	13.5135	-0.0033	0.0193	-0.0128
O	8.4518	9.8851	19.9479	0.0432	0.002	0.0546
O	6.0113	0.416	11.2188	-0.017	-0.0156	-0.1105
O	6.7506	2.8406	15.9782	0.005	-0.0035	0.0022
O	0.7919	3.6043	21.0331	0.0211	-0.0136	0.0874
O	10.5901	5.2892	19.4201	0.0233	-0.0027	-0.0008
H	-8.6751	0.8666	10.2114	-0.0774	0.0271	0.0651
O	-0.2206	2.5904	18.7564	0.0548	0.0256	-0.0371
H	0.5096	2.6884	18.1237	-0.0772	-0.0129	0.065

Results
free energy: -138108.434 eV
free energy less fixed offsets of H -15.97, O -568.88, Si -635.61 eV per atom: 1.086 eV

The program warned: the cutoff lies below the one the program advises for these potential files; the exchange-correlation potential is rough where the density is thin.
